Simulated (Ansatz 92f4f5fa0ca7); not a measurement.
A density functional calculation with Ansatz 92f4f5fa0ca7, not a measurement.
Periodic cell of 223 atoms, Si132O89H2, from a study of silicon, its oxide and their interface. The atomic structure is a simulated model.
Doubt: the cutoff is low for norm-conserving oxygen, so forces and energies are approximate.

Settings
functional: HSE06
potential files: SPMS norm-conserving
basis: plane waves
wave-function cutoff: 800 eV
density cutoff ratio: 4
exchange-correlation grid ratio: 1
k mesh: 1 x 1 x 1, Gamma-centred
occupations: fixed
spin: none
net charge: 0

Cell vectors (angstrom)
a 10.938 0 0
b 0 10.938 0
c 0 0 32.7589

Atoms: element, x, y, z (angstrom)
Si -0.0386 0.2401 25.1702
Si 5.7226 -0.1867 25.213
Si 2.4104 2.9539 25.312
Si 8.5535 2.4176 25.0834
Si 0.3427 5.3297 25.3206
Si 5.1813 5.797 25.3001
Si 3.0198 7.9889 25.6786
Si 7.9167 8.4679 25.2689
Si 1.3344 1.4027 26.6857
Si 6.9363 1.3692 26.5054
Si 4.1214 4.0737 26.5343
Si 9.579 4.1127 26.4612
Si 1.4274 6.7629 26.8185
Si 6.8144 6.8793 26.6223
Si 4.23 9.6501 26.7174
Si 9.639 9.5778 26.4728
Si 2.7405 0.0215 27.9902
Si 8.2563 -0.0219 27.9289
Si -0.0581 2.7753 27.9828
Si 5.5115 2.7078 27.905
Si 2.8123 5.3747 28.0477
Si 8.211 5.4572 27.914
Si -0.0171 8.2094 27.9673
Si 5.4976 8.2075 28.0486
Si 4.1018 1.3673 29.3407
Si 9.5708 1.3673 29.3407
Si 1.3673 4.1018 29.3407
Si 6.8362 4.1018 29.3407
Si 4.1018 6.8362 29.3407
Si 9.5708 6.8362 29.3407
Si 1.3673 9.5708 29.3407
Si 6.8362 9.5708 29.3407
Si 0 0 30.7079
Si 5.469 0 30.7079
Si 2.7345 2.7345 30.7079
Si 8.2035 2.7345 30.7079
Si 0 5.469 30.7079
Si 5.469 5.469 30.7079
Si 2.7345 8.2035 30.7079
Si 8.2035 8.2035 30.7079
Si 1.3673 1.3673 32.0752
Si 6.8362 1.3673 32.0752
Si 4.1018 4.1018 32.0752
Si 9.5708 4.1018 32.0752
Si 1.3673 6.8362 32.0752
Si 6.8362 6.8362 32.0752
Si 4.1018 9.5708 32.0752
Si 9.5708 9.5708 32.0752
Si 2.7345 0 0.6835
Si 8.2035 0 0.6835
Si 0 2.7345 0.6835
Si 5.469 2.7345 0.6835
Si 2.7345 5.469 0.6835
Si 8.2035 5.469 0.6835
Si 0 8.2035 0.6835
Si 5.469 8.2035 0.6835
Si 4.1018 1.3673 2.0507
Si 9.5708 1.3673 2.0507
Si 1.3673 4.1018 2.0507
Si 6.8362 4.1018 2.0507
Si 4.1018 6.8362 2.0507
Si 9.5708 6.8362 2.0507
Si 1.3673 9.5708 2.0507
Si 6.8362 9.5708 2.0507
Si 0 0 3.418
Si 5.469 0 3.418
Si 2.7345 2.7345 3.418
Si 8.2035 2.7345 3.418
Si 0 5.469 3.418
Si 5.469 5.469 3.418
Si 2.7345 8.2035 3.418
Si 8.2035 8.2035 3.418
Si 1.3603 1.3522 4.8007
Si 6.8407 1.3614 4.7902
Si 4.1294 4.0849 4.7084
Si 9.5762 4.111 4.8101
Si 1.3515 6.8491 4.7675
Si 6.7881 6.8677 4.8196
Si 4.0899 9.5374 4.8513
Si 9.4811 9.6571 4.7145
Si 2.6553 -0.092 6.2109
Si 8.1384 -0.003 6.2247
Si -0.0009 2.7378 6.1921
Si 5.476 2.7393 6.1035
Si 2.747 5.4134 6.0366
Si 8.1918 5.4933 6.1489
Si -0.1176 8.2623 5.9724
Si 5.3775 8.1504 6.3265
Si 3.8687 1.5571 7.3397
Si 9.7847 1.1572 7.4916
Si 1.6938 3.8491 7.4197
Si 6.6604 4.3032 7.4513
Si 4.2541 6.3762 7.5528
Si 9.2883 7.1818 7.3664
Si 0.9323 9.7107 7.4699
Si 6.9747 9.3485 7.609
O 1.3897 4.1549 24.7671
O 6.8086 9.5884 24.7113
O 2.7749 2.6759 7.8543
O 8.1523 8.2374 7.9883
O 5.508 5.3722 7.9457
O -0.0676 -0.0001 7.9584
O 4.0297 6.9221 24.9286
O 9.7332 1.3185 24.721
O 1.1507 8.7706 8.828
O 1.4059 4.6258 8.8472
O 9.2707 1.8625 8.891
O 6.3442 9.9685 9.0275
O 4.5616 0.9558 8.6894
O 3.425 6.4717 8.9928
O 7.4114 3.7781 8.8221
O 10.2625 6.7143 8.6201
O 2.801 2.0135 24.0065
O 5.0135 0.5064 23.8768
O 7.9638 2.7825 23.5725
O 10.7988 6.2844 24.0586
O 8.4991 7.6752 23.9529
O 2.1751 8.834 24.5944
O 5.7387 5.3388 23.8226
O 0.7718 10.7915 23.7589
Si 2.8862 9.4626 18.1845
Si 4.0819 5.267 19.9288
Si -1.3656 4.0132 19.7259
Si 4.1002 1.6338 23.0982
Si 12.6503 -1.3968 23.2438
Si 12.0804 -3.8379 16.7607
Si -0.0511 8.1416 21.169
Si 15.8904 -3.7691 15.0487
Si 3.5766 4.0245 12.3453
Si -5.555 10.3375 14.5529
Si 7.5245 -1.8091 17.6628
Si 6.0592 4.5944 13.8717
Si 7.9015 10.9482 13.0993
Si 0.2344 -3.2926 9.6188
Si -1.1134 9.2757 11.8767
Si -1.5541 10.2618 19.5224
Si 2.3421 -4.961 14.2517
Si 1.1474 -0.1915 12.9856
Si 3.8554 0.7646 12.2222
Si 5.3762 4.4867 22.4861
Si 2.7185 1.4043 17.3769
Si 8.324 2.916 12.7117
Si 5.1436 7.4419 17.975
Si 5.6908 0.3858 9.6942
Si 5.1121 2.4744 18.7958
Si -0.3875 1.7563 17.7328
Si -0.8054 1.3898 14.5655
Si 0.9889 5.8636 19.407
Si 6.5196 0.035 19.7994
Si 9.4434 6.5965 23.19
Si 8.1737 3.8289 22.33
Si 13.2388 5.595 9.8238
Si 5.1167 2.1805 15.8928
Si 3.7123 -0.4222 21.0217
Si 0.3953 8.0768 14.0762
Si 8.0433 2.5611 9.6983
O 4.9061 11.1151 11.1154
O 6.6719 -0.8579 13.6229
O 2.5243 5.3088 19.4778
O 1.2305 1.9913 17.6575
O 0.147 -3.0679 15.6934
O 4.6872 6.6948 16.5984
O -5.6231 -0.7107 20.6687
O 2.0171 6.0243 15.8621
O 5.0673 4.6476 12.5757
O 1.2544 6.6852 10.4564
O 6.1336 1.6273 19.7409
O 6.7384 -3.2103 17.9092
O -0.7673 0.4349 18.6144
O 3.0443 9.7597 22.3157
O 0.7768 8.4826 22.4949
O 7.4223 1.5385 12.7848
O 9.0808 0.1404 14.262
O 9.1027 3.2487 21.1126
O 3.6707 1.1333 21.5882
O 3.7711 2.4016 12.261
O 6.7503 4.2504 21.6455
O 10.9912 4.7319 20.0839
O 3.471 2.0964 16.0861
O 5.6719 0.6513 15.592
O 2.7741 -0.8888 19.7355
O 4.1931 0.0394 13.6422
O 6.1219 6.1071 14.531
O 0.4591 6.132 17.8777
O 2.6311 -0.2169 17.1739
O 5.7872 2.6234 17.3165
O 1.4062 -1.5837 13.8203
O -0.8622 8.3511 10.5877
O -0.0443 -0.441 11.9133
O 13.9176 4.6628 10.9726
O 5.5148 3.3638 14.839
O 7.7809 -1.6693 16.0736
O 4.8571 3.9522 19.3791
O 8.7532 5.1538 23.0464
O 3.6833 6.8888 14.0658
O -1.2658 7.1902 21.6872
O 8.0656 -0.1167 20.3674
O -0.9836 -2.578 13.2459
O 4.8401 -4.3835 19.294
O -6.6688 5.2576 21.5559
O 8.9204 9.0773 18.5003
O 0.6983 0.9535 14.0873
O 4.9021 3.0201 22.9553
O 10.4297 -1.3653 20.5453
O 0.9099 7.2914 20.1802
O -5.8568 8.816 15.0978
O 8.4003 -0.8744 11.8162
O 7.552 4.1949 13.3528
O -4.3058 -0.5592 18.2752
O 1.9169 8.2588 17.6399
O 10.0454 1.661 16.1697
O 4.3849 8.8715 18.0808
O 13.2689 -10.6714 11.9829
O 6.8744 1.4629 9.9451
O 1.0934 -4.2262 13.497
O 2.6041 4.4914 13.6071
O 9.6595 2.6627 13.6391
O 8.6218 3.1472 11.1198
O 3.6742 1.6981 18.6784
O -1.1293 2.9857 18.4785
H 8.4306 -1.0395 15.7137
O -2.4078 5.1816 19.2826
H -3.3474 4.9798 19.1748

Results
free energy: -54853.934 eV
free energy less fixed offsets of H -15.86, O -447.96, Si -113.29 eV per atom: 0.506 eV
gap between the highest filled and lowest empty level on this k mesh: 1.205 eV

The program warned: the cutoff lies below the one the program advises for these potential files; the forces do not sum to zero within the program's tolerance; the exchange-correlation potential is rough where the density is thin.
